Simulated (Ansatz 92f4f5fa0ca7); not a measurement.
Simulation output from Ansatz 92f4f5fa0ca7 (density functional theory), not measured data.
Periodic cell of 228 atoms, Si140O88, from a study of silicon, its oxide and their interface. The atomic structure is a simulated model.
This geometry differs little from another in the collection (a relaxation step or a small displacement).

Settings
functional: r2SCAN
potential files: Ansatz PAW
basis: plane waves
wave-function cutoff: 800 eV
density cutoff ratio: 5
exchange-correlation grid ratio: 1
k mesh: 1 x 1 x 1, shifted by 0.5 0.5 0 of a step
self-consistency stop: 1e-10 eV per atom in the density residual
occupations: fixed
spin: none
net charge: 0

Cell vectors (angstrom)
a, 10.887, 0, 0
b, 0, 10.887, 0
c, 0, 0, 33.3267

Atoms and the computed forces on them: element, x, y, z (angstrom), force x, y, z (eV/angstrom)
Si, -0.2457, 0.3268, 0.1024, 0.0089, -0.0099, -0.1035
Si, 1.3636, 1.5315, 1.28, -0.0016, 0.0012, 0.0042
Si, 3.5349, 8.9374, 1.6684, 0.0094, 0.0072, -0.0061
Si, 11.6415, 9.852, -2.4985, -0.0198, 0.0182, -0.198
Si, 4.1779, -4.4949, -8.4377, 0.0493, -0.0153, -0.2452
Si, 9.9066, 7.2878, -2.1957, 0.0014, -0.0015, -0.2186
Si, 5.232, 5.9448, -0.1157, -0.003, 0.0182, 0.0066
Si, 9.5796, 9.6524, 1.5073, -0.0012, -0.0025, 0.0029
Si, 4.0885, 4.2744, 1.2026, 0.0024, 0.0096, 0.0079
Si, 2.474, 3.1568, -0.0965, 0.003, -0.008, -0.1268
Si, 1.8306, 7.3159, 1.6944, -0.0057, -0.0084, -0.0362
Si, 4.3543, 8.2298, -0.379, -0.0032, -0.0134, 0.0058
Si, 6.5998, 1.177, 1.3146, 0.0011, 0.0017, -0.062
Si, 10.8853, 2.7905, 2.7205, 0.004, -0.0054, 0.0008
Si, 8.0561, 5.3925, 2.7794, -0.0038, 0.0078, 0.0019
Si, 6.8296, 6.8075, 1.41, -0.017, -0.0048, 0.0002
Si, -1.2891, 4.3074, 1.4181, 0.0019, -0.001, -0.0652
Si, 2.6181, 0.0163, 2.6342, -0.0027, -0.0044, -0.0028
Si, 0.0007, 8.2357, 2.8217, -0.0041, 0.0013, -0.003
Si, 2.7813, 5.4712, 2.793, 0.0053, -0.0091, 0.0004
Si, 5.3116, 2.7117, 2.5849, -0.0079, 0.0055, -0.0013
Si, 8.1106, 0.0482, 2.7741, 0.004, -0.0052, 0.0034
Si, 5.4174, 8.0997, 2.8374, 0.0049, -0.0017, 0.0003
Si, 8.1319, 8.3748, 0.2652, 0.0309, -0.0253, -0.0649
Si, 1.3531, 4.1239, 4.0967, -0.0022, 0.0025, -0.0002
Si, 3.9959, 1.3729, 4.0062, 0.0022, -0.0033, 0.0013
Si, 1.3218, 9.6086, 4.1519, 0.0025, 0.0016, 0.0007
Si, 4.1398, 6.7275, 4.2239, -0.0026, 0.0046, -0.0025
Si, 6.7111, 3.9873, 4.0584, 0.0009, -0.0026, 0.0003
Si, 9.5132, 1.4068, 4.086, -0.002, 0.0033, 0.0007
Si, 6.7664, 9.5448, 4.1129, -0.0045, 0.0002, 0.0007
Si, 9.4782, 6.8067, 4.0692, -0.0001, -0.0036, 0.0005
Si, -0.0412, 0.0455, 5.5018, 0.0009, 0.0016, 0.0013
Si, 2.6857, 2.7189, 5.446, -0.0002, -0.0007, 0.0013
Si, -0.0129, 5.4883, 5.4255, -0.0003, -0.0009, -0.0002
Si, 2.7274, 8.1888, 5.4323, -0.0003, -0.0019, -0.0002
Si, 5.3977, 0.0482, 5.3985, 0, 0.0005, -0.0006
Si, 8.1399, 2.731, 5.4306, -0.0009, -0.0018, -0.0008
Si, 5.4627, 5.35, 5.5359, 0.0012, 0.0003, 0.0005
Si, 8.1445, 8.1692, 5.4595, -0.0001, 0.0001, 0.003
Si, 1.3491, 1.3772, 6.8417, -0.001, -0.0005, 0.0004
Si, 4.0637, 4.0299, 6.8641, 0, -0.0008, 0.0008
Si, 1.3603, 6.8293, 6.7844, -0.0013, 0.0002, 0.0011
Si, 4.0836, 9.5482, 6.7654, -0.0013, 0.0013, 0.0017
Si, 6.7871, 1.359, 6.7769, -0.0001, 0.0006, 0.0005
Si, 9.5186, 4.1062, 6.754, -0.0013, -0.0012, 0.0006
Si, 6.8216, 6.7781, 6.8325, 0.0003, -0.0011, 0.0013
Si, 9.5106, 9.5229, 6.8394, -0.0009, -0.0004, 0.0008
Si, -0.0284, 2.7662, 8.1403, 0.0002, -0.0006, 0.0011
Si, 2.7434, -0.0172, 8.1556, 0.0005, 0.0002, 0.0008
Si, 0.0231, 8.1544, 8.1794, -0.0012, -0.0006, 0.0009
Si, 2.7025, 5.4628, 8.1595, 0.0002, -0.0012, 0.001
Si, 5.4628, 2.6767, 8.196, -0.0004, -0.0004, 0.0012
Si, 8.1278, 0.0115, 8.1616, 0.0005, 0.0003, 0.0015
Si, 5.4245, 8.1801, 8.1232, 0.0003, -0.0007, 0.0014
Si, 8.2117, 5.4269, 8.1694, -0.0002, 0.0003, 0.0014
Si, 1.3392, 4.1003, 9.5083, 0, -0.0002, 0.0015
Si, 4.1204, 1.2909, 9.5419, 0, 0.0009, 0.0002
Si, 1.4153, 9.4998, 9.5205, -0.0003, -0.0001, 0.0014
Si, 4.0706, 6.8429, 9.5, -0.0007, -0.0006, 0.0013
Si, 6.856, 4.0552, 9.5136, -0.0002, -0.001, 0.0008
Si, 9.5014, 1.4047, 9.488, -0.0011, -0.0011, 0.0013
Si, 6.7742, 9.5169, 9.5018, 0.0003, 0, 0.0011
Si, 9.581, 6.756, 9.5365, -0.0006, 0.0003, 0.0001
Si, 0.0213, 0.0249, 10.7443, -0.0007, 0.0007, -0.0005
Si, 2.7266, 2.7022, 10.7771, -0.0004, 0.0002, -0.0004
Si, 0.0441, 5.4227, 10.9687, 0.0002, -0.0017, 0.0006
Si, 2.7552, 8.1637, 10.9667, 0.0016, 0.0002, 0.0006
Si, 5.4589, -0.0612, 10.9653, 0.0021, 0.0007, 0.0007
Si, 8.1922, 2.7263, 10.9544, 0.0001, 0.0002, 0.0024
Si, 5.4798, 5.4664, 10.7622, 0.0003, -0.0006, 0.0009
Si, 8.1635, 8.1367, 10.7741, -0.0007, 0.0012, 0.0001
Si, 1.3727, 1.3396, 12.1245, -0.0011, 0.0001, 0.0001
Si, 4.1146, 4.0896, 12.0306, 0.0015, -0.0013, 0.0002
Si, 1.4147, 6.7825, 12.3443, 0.002, 0.0006, 0.0002
Si, 4.1272, 9.478, 12.4115, -0.0011, -0.0023, -0.0014
Si, 6.8398, 1.3193, 12.2979, -0.0005, 0.0014, -0.0014
Si, 9.5766, 4.0669, 12.369, -0.0027, -0.0002, -0.0019
Si, 6.8284, 6.7895, 12.149, 0.0022, 0.0014, 0.0023
Si, 9.5506, 9.528, 12.0106, 0.0003, -0.0005, -0.0011
Si, 0.1043, 2.6273, 13.6372, -0.0001, 0.0075, 0.0047
Si, 2.6825, 0.0545, 13.6087, 0.0108, -0.0043, 0.003
Si, -0.0512, 8.2566, 13.4756, 0.0026, -0.0034, 0.0037
Si, 4.6794, 6.1615, 14.8959, 0.004, 0.0006, 0.0021
Si, 5.3999, 2.774, 13.4685, 0.0065, 0.0026, 0.0037
Si, 7.3755, -1.8315, 14.8228, 0.0058, -0.0036, 0.0049
Si, 5.5609, 8.0357, 13.7038, -0.0056, 0.0053, 0.0009
Si, 9.1102, 7.3547, 14.8048, -0.0005, 0.0091, 0.0073
Si, 3.9505, 2.4722, 22.5927, -0.0196, -0.0935, -0.27
Si, 6.4148, 4.461, 14.7466, -0.0104, 0.0142, -0.0456
Si, 0.8986, 9.9586, 14.7942, -0.0098, -0.0025, 0.003
Si, 1.9106, 3.5932, 14.8011, 0.0024, -0.0053, 0.0046
Si, 3.6251, 1.8942, 14.7416, -0.0037, 0.0022, 0.0043
Si, 10.0745, 0.7816, 14.7975, -0.0069, -0.0061, 0.0153
Si, 4.2603, 6.001, 17.2321, -0.0149, -0.0212, -0.141
Si, 8.1741, 5.5216, 13.616, -0.0025, -0.0101, 0.0021
Si, -0.5598, -3.7823, 16.8114, 0.0486, 0.0378, -0.1308
Si, 2.8793, 5.3451, 13.5675, -0.0048, 0.0049, 0.0032
Si, -1.7511, -4.3302, 19.6048, -0.0181, -0.0173, -0.2758
Si, 9.7945, 11.1247, 17.0963, 0.0044, -0.0513, -0.122
Si, 15.3315, -9.5593, 16.8278, 0.0173, 0.0097, -0.1358
Si, 6.8333, 7.7133, 23.9052, 0.0269, 0.0481, -0.2605
Si, 6.1581, 3.7308, 17.6755, -0.0499, 0.0209, -0.1934
Si, 8.2961, 10.7867, 13.5192, -0.0028, 0.0027, 0.0043
Si, -10.434, -1.583, 17.0677, -0.0567, -0.0091, -0.072
Si, 17.884, -2.7339, 20.9909, -0.0251, -0.0137, -0.2969
Si, 8.2546, 3.6728, 19.9838, 0.0153, 0.0154, -0.2779
Si, 2.2714, 26.6441, 23.0736, -0.0348, -0.0026, -0.1935
Si, 13.7935, 10.6496, 27.3575, -0.0187, -0.0055, -0.2511
Si, 17.1627, 9.5417, 32.8501, 0.0086, 0.005, -0.0949
Si, -9.3591, 3.3635, 24.855, 0.0183, 0.0046, -0.1695
Si, 1.4827, 4.6281, 16.8578, 0.0282, 0.0242, -0.134
Si, 31.147, -4.7064, 24.2262, -0.0441, 0.0147, -0.2776
Si, 8.4038, -3.235, 28.4862, 0.0518, -0.0275, -0.2589
Si, 0.25, -1.0506, 22.4689, -0.0115, 0.0222, -0.271
Si, 7.9213, 10.2146, 22.7715, -0.0056, -0.0017, -0.2122
Si, 17.7638, 10.1042, 16.8643, 0.0288, 0.0223, -0.1308
Si, -5.8424, -2.3839, 18.8113, -0.0265, 0.0189, -0.2338
Si, 17.8558, 2.3462, 22.5606, 0.0359, -0.0109, -0.2842
Si, 0.151, -4.0689, 21.7944, -0.0143, 0.028, -0.2758
Si, 13.6329, 10.548, 18.8643, -0.0121, -0.0275, -0.1783
Si, -11.1322, 6.9334, 26.8448, 0.0171, -0.0282, -0.2165
Si, 8.4859, 2.4666, 32.5777, -0.0204, 0.0083, -0.165
Si, 3.0231, 16.7678, 29.6676, -0.0511, -0.0021, -0.24
Si, 23.1996, 0.4094, 24.8503, -0.04, -0.0231, -0.2721
Si, 4.2706, 3.4613, 25.6069, -0.0509, 0.0127, -0.2829
Si, 6.2653, -2.3159, 30.1245, 0.0377, -0.0098, -0.2047
Si, 11.4772, 27.4682, 33.0147, -0.0152, -0.0055, -0.1327
Si, -0.6094, 12.8081, 26.2857, 0.0105, 0.021, -0.2542
Si, 2.2201, 18.381, 27.1324, 0.0093, 0.0082, -0.2147
Si, 0.146, 13.4601, 18.9428, -0.012, -0.0167, -0.2508
Si, 14.312, -2.3346, 30.841, -0.0424, -0.0022, -0.1729
Si, 5.8631, 16.399, 30.881, -0.0085, 0.0035, -0.1552
Si, 12.8515, 11.7656, 20.7242, -0.0139, 0.003, -0.2561
Si, 8.3696, 15.9444, 27.6045, 0.024, -0.0041, -0.2907
Si, 0.4916, -9.7319, 28.899, -0.0132, 0.0304, -0.2613
Si, 13.3014, 13.9287, 30.2176, -0.0146, -0.02, -0.2313
Si, 26.5246, 12.8973, 28.287, -0.0196, -0.0089, -0.2822
Si, -2.648, -7.3247, 25.0068, -0.0223, -0.0218, -0.276
Si, -3.8294, 14.39, 29.9429, 0.0216, -0.0334, -0.2069
O, 0.5468, -4.9596, -16.7669, -0.0122, -0.0036, 0.0552
O, 7.7199, 4.3537, -7.0265, 0.0036, 0.056, 0.1902
O, 11.5162, -0.4641, -1.0125, -0.0255, 0.0384, 0.1365
O, 16.3392, -8.565, -11.3315, -0.0138, 0.0131, 0.0969
O, 10.4963, 16.4984, 0.9819, -0.0173, -0.0087, 0.0548
O, -12.1595, 18.9705, -5.8673, -0.0673, 0.0208, 0.1187
O, 15.6958, 4.9946, -7.8679, 0.0029, -0.023, 0.0875
O, -1.9972, 29.5425, -1.0616, -0.0543, 0.0363, 0.1247
O, -0.6448, 1.7594, -5.4297, 0.0332, -0.0356, 0.1846
O, 17.4925, -22.9408, -2.0992, -0.0146, 0.0142, 0.142
O, 13.237, 20.6259, -2.8123, 0.0264, -0.0205, 0.0834
O, 6.0745, 2.3781, -4.1346, 0.0615, 0.0587, 0.1285
O, -5.1811, 11.2057, -16.7119, -0.0062, -0.0013, 0.0537
O, 13.979, 1.2749, -11.4775, 0.0735, 0.0796, 0.1745
O, -20.5441, -16.0936, 22.1438, 0.056, -0.0576, 0.123
O, 20.2063, -4.268, 18.0009, -0.0527, -0.0377, 0.1903
O, 12.4868, -1.3264, 18.2299, 0.0926, 0.0576, 0.1366
O, 2.6549, -3.7475, 30.5908, 0.0233, 0.0531, 0.1019
O, 17.1845, -1.8398, 17.9411, -0.0582, -0.047, 0.1334
O, 7.9467, 2.7443, 31.0812, 0.0364, -0.0291, 0.1297
O, -5.9071, 24.3985, 17.6406, 0.0226, 0.0234, 0.0738
O, 4.9997, 2.7171, 26.8305, 0.0275, -0.0633, 0.198
O, 9.1878, -18.0143, 33.2431, 0.0138, 0.0186, 0.0771
O, 7.2267, -7.5968, 18.7903, 0.0782, -0.0037, 0.1511
O, -2.0329, -8.7273, 25.5541, 0.0313, -0.0183, 0.1025
O, 18.0884, 9.7102, 21.3984, 0.0325, 0.0391, 0.1297
O, 14.2252, -4.9011, 23.5667, 0.0464, 0.0327, 0.1271
O, -0.3651, -9.624, 18.1306, 0.0421, 0.0908, 0.1352
O, 2.1071, 26.394, 30.0507, 0.0039, -0.0052, 0.0702
O, 19.1984, 7.8334, 20.1128, -0.0307, 0.0259, 0.1141
O, 7.5543, 0.8826, 22.9193, -0.001, 0.0082, 0.0785
O, 4.2778, -8.292, 24.2042, 0.006, 0.047, 0.2087
O, 18.2117, 8.7915, 28.8966, -0.0613, 0.0117, 0.1166
O, 11.6477, 3.6572, 17.9208, -0.0448, -0.0542, 0.1318
O, -7.6651, -10.2103, 17.6699, -0.0468, -0.042, 0.1354
O, 7.228, 34.8556, 33.5393, -0.0233, -0.019, 0.0682
O, 11.5313, -2.5422, 21.971, -0.001, 0.0043, 0.0891
O, 12.5312, 1.8718, 24.1415, -0.019, -0.0042, 0.1043
O, 16.78, 10.915, 33.6843, 0.0049, 0.0261, 0.0457
O, 9.5119, 12.1006, 32.6184, 0.0192, -0.0195, 0.0607
O, 14.0244, 3.8158, 22.1699, -0.0268, 0.0378, 0.1164
O, -7.9408, 2.6734, 31.7159, 0.0072, 0.0017, 0.1764
O, -2.6736, -0.045, 17.4637, -0.009, 0.0091, 0.0612
O, 6.8352, 7.2794, 22.3367, -0.0071, -0.0237, 0.2031
O, 7.2774, -12.4854, 23.9568, -0.0209, -0.0398, 0.1097
O, 24.4938, 0.028, 25.7471, 0.0581, -0.0266, 0.1734
O, 19.0267, -6.8264, 28.8489, -0.0821, -0.0415, 0.1843
O, 13.5822, -7.3045, 25.9689, 0.0418, -0.0096, 0.1143
O, 1.2693, 2.1943, 20.0391, 0.0481, -0.0298, 0.1273
O, 27.4402, 7.8551, 20.137, 0.0731, -0.013, 0.1566
O, 15.4471, -5.46, 29.8821, 0.0685, -0.0004, 0.1063
O, 9.2939, 15.4478, 24.2568, -0.0105, -0.0234, 0.1019
O, -6.2094, 8.7148, 29.7705, -0.0097, -0.0037, 0.1065
O, -9.1618, 33.2803, 28.0236, -0.0398, 0.0193, 0.1219
O, 3.5114, 13.5151, 29.1102, -0.0516, 0.0332, 0.1246
O, 1.1362, -11.65, 23.788, 0.0527, 0.0522, 0.1843
O, -0.0343, 21.6826, 29.7725, 0.0093, -0.0654, 0.1228
O, 38.0487, -3.4668, 24.5534, -0.0677, -0.0319, 0.1019
O, 18.4429, -4.4413, 27.8024, -0.0108, 0.0363, 0.1041
O, 2.7575, 28.1379, 28.1571, 0.0487, -0.0602, 0.1832
O, 12.4442, -3.9508, 33.4087, 0.0179, 0.0176, 0.0652
O, -1.1385, -7.6914, 19.6584, -0.0506, 0.0195, 0.0945
O, 28.8589, 14.1071, 23.9244, 0.042, 0.0525, 0.1745
O, 2.8822, 5.1788, 17.4781, -0.0018, 0.0026, 0.0666
O, 0.7349, 21.799, 21.363, -0.0673, -0.0619, 0.1645
O, 24.4016, 19.9265, 27.5692, 0.0085, 0.0102, 0.0895
O, 19.1621, -5.6075, 20.0671, 0.0018, -0.0023, 0.0842
O, 3.0952, 18.0542, 25.8014, -0.0871, 0.0449, 0.1646
O, -9.8678, -19.4883, 29.9176, 0.0318, 0.0331, 0.103
O, -21.9712, -4.9122, 31.6392, 0.0237, -0.0196, 0.0889
O, -3.0423, -7.8716, 21.3826, -0.0609, -0.0601, 0.2013
O, 16.3571, 5.1741, 17.9585, 0.0268, -0.016, 0.0754
O, -11.8253, -16.2679, 27.3861, -0.0371, -0.0101, 0.0968
O, 9.5376, 31.7707, 22.7135, -0.0061, -0.0021, 0.0785
O, 23.1117, 15.1684, 32.8818, 0.0108, -0.0085, 0.0539
O, 4.3074, -10.4444, 27.9154, 0.0271, 0.0188, 0.0924
O, 15.0657, -3.4485, 17.9619, 0.028, 0.0638, 0.1041
O, 11.1225, 3.2389, 25.8269, -0.0441, -0.0367, 0.1071
O, 6.4898, 28.8014, 30.6337, -0.024, -0.0337, 0.0917
O, 25.8259, 9.6804, 19.2583, 0.0065, -0.0022, 0.072
O, 9.109, 6.9741, 29.7763, 0.0346, -0.0014, 0.1644
O, 21.4039, -4.0962, 25.208, 0.0618, 0.0344, 0.2056
O, 10.949, 22.3396, 25.7113, -0.0315, 0.0233, 0.1149
O, -1.1581, 17.5075, 22.7169, -0.0441, -0.0302, 0.1818
O, -2.9395, 17.6997, 24.6462, 0.0323, -0.0339, 0.1041
O, 10.982, 8.4071, 30.737, -0.0036, -0.0096, 0.0706
O, 10.6168, 17.4613, 20.2491, 0.0556, 0.0098, 0.1695
O, -4.0093, 14.732, 16.2184, 0.002, -0.0223, 0.1142

Results
free energy: -139737.615 eV
free energy less fixed offsets of O -570.45, Si -639.56 eV per atom: 0.385 eV

The program warned: the cutoff lies below the one the program advises for these potential files; the forces do not sum to zero within the program's tolerance; empty levels may hold ghost states of the PAW files; the exchange-correlation potential is rough where the density is thin.
